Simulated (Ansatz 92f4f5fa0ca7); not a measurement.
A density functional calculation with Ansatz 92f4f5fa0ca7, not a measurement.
Periodic cell of 208 atoms, Si128O80, from a study of silicon, its oxide and their interface. The atomic structure is a simulated model.
Doubt: the cutoff is far below the 930 eV that the study's wrapper takes by default for these files, so forces and energies are approximate.
This geometry differs little from another in the collection (a relaxation step or a small displacement).

Settings: functional PBE; potential files Ansatz PAW; basis plane waves; wave-function cutoff 580 eV; density cutoff ratio 5; exchange-correlation grid ratio 1; k mesh 1 x 1 x 1, Gamma-centred; self-consistency stop 5e-08 eV per atom in the density residual; occupations fixed; spin none; net charge 0.

Cell vectors (angstrom)
a  10.938  0  0
b  0  10.938  0
c  -4.5492  -1.514  30.2945

Atoms: element, x, y, z (angstrom)
Si  -3.129  -3.0261  22.9129
Si  0.1522  -0.6549  22.9498
Si  -3.5441  3.009  22.757
Si  -0.9035  -5.2793  22.6483
Si  -9.1275  -2.5314  22.8937
Si  -5.8631  0.3397  22.5065
Si  2.626  2.3425  22.732
Si  -5.7729  -5.6504  22.9245
Si  -1.7761  -1.4724  24.0938
Si  1.0455  1.1786  24.1216
Si  -1.8298  -6.9489  24.0407
Si  0.7766  -4.2727  24.0407
Si  -7.4292  -1.6795  24.2565
Si  -4.5246  1.3515  24.1186
Si  3.6186  3.9828  24.1279
Si  -4.5529  -4.2237  24.3036
Si  -3.1763  -0.1087  25.452
Si  -0.4297  2.5787  25.4217
Si  -3.1543  -5.6419  25.5407
Si  -0.4867  -2.8816  25.5079
Si  2.3213  -0.1379  25.5743
Si  4.9917  2.6233  25.5172
Si  2.2207  5.3511  25.4525
Si  -5.9441  -2.8842  25.5886
Si  -4.5492  -1.514  26.8763
Si  -1.8147  1.2205  26.8763
Si  -4.5492  3.955  26.8763
Si  -1.8147  -4.2485  26.8763
Si  0.9198  -1.514  26.8763
Si  3.6543  1.2205  26.8763
Si  0.9198  3.955  26.8763
Si  3.6543  -4.2485  26.8763
Si  1.3673  -1.3673  3.418
Si  4.1018  1.3673  3.418
Si  1.3673  4.1018  3.418
Si  4.1018  -4.1018  3.418
Si  6.8362  -1.3673  3.418
Si  -1.3673  1.3673  3.418
Si  6.8362  4.1018  3.418
Si  -1.3673  6.8362  3.418
Si  2.7739  -0.0175  4.8333
Si  5.4789  2.7112  4.8375
Si  2.7245  5.4762  4.7576
Si  5.4818  -2.7246  4.772
Si  -2.8168  0.0409  4.7381
Si  0.0369  2.7238  4.7505
Si  8.2285  5.4434  4.7868
Si  0.0266  -2.757  4.773
Si  1.3998  1.3892  6.1554
Si  4.1038  4.1409  6.1274
Si  1.3862  -4.1233  6.1854
Si  4.1816  -1.3757  6.2405
Si  -4.1218  1.3262  6.2827
Si  -1.2878  4.0952  6.1354
Si  6.8514  -4.1115  6.1039
Si  -1.4208  -1.3554  5.9612
Si  -0.3089  0.2061  7.2586
Si  2.5401  3.0143  7.4578
Si  0.2688  -5.7145  7.546
Si  3.0223  -3.0122  7.4656
Si  5.8284  -0.3887  7.6904
Si  -2.4163  2.4955  7.4136
Si  5.2653  5.7185  7.4422
Si  -2.8374  -2.5812  7.3662
Si  -3.182  -2.8813  28.2435
Si  -0.4475  -0.1468  28.2435
Si  -3.182  2.5877  28.2435
Si  -0.4475  5.3222  28.2435
Si  2.287  -2.8813  28.2435
Si  -5.9165  -0.1468  28.2435
Si  2.287  2.5877  28.2435
Si  5.0215  -5.6158  28.2435
Si  -1.8147  -1.514  29.6108
Si  0.9198  1.2205  29.6108
Si  -1.8147  3.955  29.6108
Si  0.9198  -4.2485  29.6108
Si  -7.2837  -1.514  29.6108
Si  -4.5492  1.2205  29.6108
Si  3.6543  -6.983  29.6108
Si  -4.5492  -4.2485  29.6108
Si  1.3673  1.3673  0.6835
Si  4.1018  4.1018  0.6835
Si  1.3673  6.8362  0.6835
Si  4.1018  -1.3673  0.6835
Si  6.8362  1.3673  0.6835
Si  -1.3673  4.1018  0.6835
Si  6.8362  -4.1018  0.6835
Si  -1.3673  -1.3673  0.6835
Si  0  0  2.0507
Si  2.7345  2.7345  2.0507
Si  0  5.469  2.0507
Si  2.7345  -2.7345  2.0507
Si  5.469  0  2.0507
Si  8.2035  2.7345  2.0507
Si  5.469  5.469  2.0507
Si  8.2035  -2.7345  2.0507
Si  -6.1096  3.5997  18.4709
Si  -1.1757  3.2855  13.1761
Si  6.9267  2.4548  11.9334
Si  2.6714  -4.7068  12.5524
Si  1.9526  3.3679  12.2707
Si  -2.2416  0.823  18.002
Si  4.2506  -2.1578  12.8759
Si  5.3758  0.1243  10.8813
Si  -1.0232  -0.439  20.1734
Si  -3.3891  2.987  19.7187
Si  -0.7756  -4.3986  16.971
Si  2.9152  1.5454  10.1041
Si  0.4181  -1.9144  18.0515
Si  3.2702  -4.2554  20.7655
Si  1.4188  -1.1831  9.4102
Si  1.4556  -1.639  14.088
Si  0.2724  -2.8511  11.7396
Si  1.7989  -4.3664  15.5088
Si  4.4792  2.6784  14.061
Si  -0.7278  2.2757  15.8646
Si  -0.7063  -6.2255  19.558
Si  -4.3222  -1.2439  17.6133
Si  1.4403  0.4249  16.3077
Si  2.0495  3.9779  20.1095
Si  -6.4501  0.9868  16.6269
Si  -1.5457  -4.3293  9.7281
Si  3.1809  -3.4584  17.8343
Si  -5.3508  -6.0536  15.8589
Si  -4.1011  -1.2779  20.6081
Si  -5.5747  -2.9429  15.7279
Si  -2.2951  -6.2175  15.4848
Si  7.1891  4.3864  9.6171
O  -5.0635  -0.0536  21.1251
O  -4.6544  -6.7511  22.4011
O  2.3476  -2.3908  8.8393
O  -6.3964  -6.894  14.9468
O  -7.1144  1.3455  22.1597
O  -0.1722  0.017  21.4676
O  -6.4433  -12.0025  23.0769
O  4.142  -4.1248  7.9816
O  -2.1186  -3.2229  8.6876
O  -0.3157  -5.1105  8.9737
O  0.5903  -0.4745  17.3462
O  -5.7838  -6.1172  17.4309
O  -0.5627  -5.7938  21.1292
O  1.9371  2.9528  21.3732
O  -0.6743  -4.9905  18.4893
O  -4.0918  -2.5252  21.6622
O  2.3061  0.1469  9.5819
O  -1.0536  -3.5702  11.099
O  7.9889  3.2551  8.7655
O  5.8297  2.6416  13.1325
O  -4.2249  -2.4032  16.4667
O  2.9703  0.4359  16.8315
O  -2.0308  -4.1148  22.3392
O  7.0128  -1.4961  7.9272
O  3.9912  -3.7258  12.3832
O  -0.9079  2.1035  14.263
O  4.1666  1.2098  11.0884
O  -4.8906  3.6191  19.566
O  5.387  -0.1276  9.2607
O  1.2433  -0.1992  14.803
O  -1.3327  1.3363  7.9105
O  -3.3969  1.7869  18.6135
O  2.5405  -2.9508  21.4386
O  2.3701  -5.0216  14.1411
O  -1.7482  1.2288  16.5329
O  -2.1763  -4.7581  16.2079
O  5.9869  5.0617  8.7587
O  0.8124  1.9416  16.2937
O  -1.7976  4.628  13.9187
O  -2.3977  2.7028  12.2308
O  -6.1745  2.2447  17.5965
O  -2.5535  -0.772  20.6032
O  -6.4123  -4.8067  21.6566
O  5.067  -1.2473  11.7627
O  -6.3133  1.381  15.048
O  -5.4054  -4.5101  15.364
O  0.1928  -0.8262  8.4245
O  -4.6688  -1.7463  19.1432
O  0.3433  -4.9545  15.9001
O  -7.1081  -3.9321  19.2556
O  2.7487  4.7565  11.8634
O  3.3348  2.4034  8.7745
O  3.3855  3.7285  19.2134
O  1.7568  -2.7426  15.2608
O  -0.5811  -2.7975  17.1158
O  6.5023  3.6138  10.8635
O  2.1443  -5.4301  20.68
O  0.7553  -1.626  10.8022
O  -1.2651  3.746  16.3282
O  -2.7096  -5.3985  10.1352
O  -1.048  0.8054  19.1197
O  0.6499  3.8201  19.2649
O  -0.2833  -1.7331  19.5118
O  -2.8171  -0.6646  17.7493
O  2.7101  -4.6795  16.8372
O  0.1416  -2.1494  13.2259
O  1.3996  4.0961  7.9884
O  1.8792  -2.5854  18.2605
O  1.4042  -4.002  11.834
O  6.7402  0.9062  11.3704
O  -6.7067  -2.6407  16.8913
O  2.7658  -1.498  13.1066
O  -3.1293  2.455  21.2508
O  2.9678  2.665  13.3786
O  -3.8517  -6.6744  15.6221
O  -5.3705  -0.137  17.0506
O  0.3436  3.6383  12.6093
O  1.8413  2.3906  10.9727
O  5.0497  -2.1729  14.3125
O  -2.15  3.9851  19.3417

Results
free energy: -126869.722 eV
free energy less fixed offsets of O -568.88, Si -635.61 eV per atom: -1.242 eV

Forces (eV/angstrom), in the order of the atoms: element, x, y, z
Si  0.0086  0.0181  0.0323
Si  0.0445  -0.0082  -0.0245
Si  0.0295  0.0089  0.058
Si  0.01  -0.0012  0.0542
Si  -0.0232  0.0392  0.0027
Si  0.0067  0.0042  -0.0175
Si  0.0182  -0.0097  0.0519
Si  -0.0047  0.0041  0.0087
Si  -0.0321  -0.0144  0.0108
Si  -0.0066  -0.0039  -0.0033
Si  -0.0052  -0.0088  0.0007
Si  0.0256  -0.0061  0.0083
Si  -0.0376  0.04  0.025
Si  0.0078  -0.0134  0.007
Si  -0.0034  -0.0045  -0.0045
Si  -0.022  0.0169  0.0029
Si  0.0043  0.0157  0.0026
Si  -0.0006  0.0031  -0.0008
Si  -0.0011  -0.0266  0.0227
Si  0.0101  0.0141  0.0173
Si  0.012  -0.0175  -0.0127
Si  -0.0048  0.0014  0.0135
Si  -0.0135  -0.0034  0.0001
Si  0.0072  -0.0244  -0.0176
Si  0.1116  0.3681  -0.1407
Si  0.0653  0.1769  -0.4013
Si  0.0024  -0.0895  0.1927
Si  0.0366  -0.0624  0.2816
Si  -0.1321  -0.1606  0.0554
Si  0.2835  0.2043  0.4339
Si  -0.1753  -0.0089  -0.4117
Si  -0.4681  -0.3686  0.171
Si  0.3018  -0.03  0.1734
Si  0.1007  -0.0563  0.2644
Si  0.091  0.0305  -0.3694
Si  -0.0325  0.1524  -0.1119
Si  -0.2823  0.0514  -0.4655
Si  -0.1439  0.1069  -0.1238
Si  0.0558  -0.2702  0.2246
Si  0.0872  -0.1158  -0.0185
Si  0.0137  -0.0183  0.0168
Si  0.0061  -0.0137  0.0039
Si  -0.0045  -0.0068  -0.0075
Si  -0.0044  -0.0264  -0.0284
Si  0.0297  0.0021  -0.015
Si  0.0109  -0.0079  -0.0031
Si  0.0178  -0.0173  0.0168
Si  0.0187  -0.0154  0.0106
Si  -0.0053  0.0009  0.0072
Si  0.0069  -0.0076  0.0168
Si  -0.0309  0.0337  -0.0354
Si  -0.0375  0.0433  -0.0328
Si  -0.0348  0.0295  -0.0199
Si  -0.0296  0.0344  -0.0472
Si  0.0082  -0.0232  0.0085
Si  0.0118  -0.0091  0.0099
Si  0.0357  0.0021  -0.1253
Si  0.0041  -0.0176  -0.0467
Si  0.0172  0.0003  -0.011
Si  -0.0141  0.0021  0.0106
Si  -0.0428  0.0657  -0.041
Si  -0.0239  0.0014  0.0039
Si  0.0222  -0.0119  -0.1177
Si  0.0562  -0.0577  -0.1687
Si  0.0255  -0.0209  -0.0306
Si  0.0087  -0.0421  -0.0257
Si  -0.0221  0.0138  -0.0087
Si  -0.0423  -0.0045  0.0077
Si  -0.0332  -0.0704  0.0132
Si  0.1046  0.1342  0.0319
Si  0.0806  -0.0211  -0.0164
Si  -0.0632  -0.0634  0.0103
Si  -0.0328  -0.0168  -0.0229
Si  0.0021  0.046  -0.0217
Si  -0.0118  0.0264  -0.0126
Si  0.0145  0.008  -0.0072
Si  0.0031  0.0011  -0.0329
Si  0.0005  -0.0447  0.0045
Si  0.0192  -0.0001  -0.0107
Si  -0.0351  0.0466  -0.0189
Si  0.0217  0.0124  0.0262
Si  0.0039  -0.0484  0.0152
Si  -0.0039  -0.006  0.0239
Si  -0.0282  0.0318  -0.0101
Si  0.005  -0.0043  0.019
Si  -0.0195  0.023  0.003
Si  0.0445  0.0001  0.0227
Si  0.0173  -0.0458  0.0212
Si  -0.0409  0.0052  0.0523
Si  -0.0195  0.0558  0.0311
Si  -0.0295  -0.0219  -0.0184
Si  0.0433  0.0428  -0.027
Si  -0.0143  -0.0924  -0.0398
Si  0.0542  0.0161  -0.0297
Si  -0.0357  0.0203  0.0406
Si  0.0083  0.0535  0.0429
Si  -0.0109  0.0054  -0.0028
Si  0.0011  -0.0035  0.0097
Si  -0.0115  0.0088  0.0043
Si  -0.0089  0.0051  0.0074
Si  -0.0006  -0.0119  -0.003
Si  -0.0016  0.006  0.0012
Si  0.0016  0.0108  0.0001
Si  -0.0139  0.0016  -0.0007
Si  0.0036  -0.0079  0.0403
Si  0.0062  -0.0044  0.0072
Si  0.0027  -0.0017  -0.0026
Si  0.0107  0.0005  -0.0246
Si  0.003  -0.0065  0.0059
Si  -0.0123  0.0248  -0.0019
Si  0.0399  -0.004  0.0333
Si  0.004  -0.0019  -0.0029
Si  -0.0146  0.0028  -0.0136
Si  0.0081  0.0072  0.0021
Si  0.0005  0.0002  0.003
Si  -0.0028  -0.004  -0.0063
Si  0.0023  -0.0019  0.0093
Si  -0.0008  -0.0023  0.0122
Si  -0.0084  -0.0097  -0.0084
Si  -0.004  0.0055  0.0078
Si  0.0065  0.0107  -0.0057
Si  0.0103  -0.0473  0.0426
Si  0.0104  -0.0015  0.0151
Si  -0.0048  0.0022  -0.009
Si  -0.0157  0.0178  0.0156
Si  -0.0051  0.0054  -0.0025
Si  0.001  -0.0009  -0.004
Si  0.0202  0.0165  0.0233
O  0.019  -0.0177  0.0087
O  -0.0159  0.0228  -0.0132
O  -0.0028  -0.0047  -0.0074
O  0.0024  -0.0066  0.0035
O  -0.0129  0.0089  -0.0144
O  -0.0129  -0.0051  -0.0127
O  0.0198  -0.0254  -0.0147
O  -0.0187  0.0261  0.0409
O  0.0263  0.0036  0.1066
O  0.0041  -0.0008  -0.0013
O  0.0101  0.01  0.0029
O  0.0053  -0.0006  -0.0004
O  -0.001  -0.0205  -0.0659
O  -0.008  0.0208  -0.0379
O  -0.005  0.0148  -0.0088
O  -0.006  0.0147  -0.0242
O  0.0109  0.0037  0.0009
O  0.0275  0.027  0.0332
O  0.0062  -0.0058  -0.0122
O  -0.0068  0.002  0.0092
O  0.0023  -0.005  -0.0001
O  0.0111  0.0054  0.0072
O  -0.0133  0.0101  -0.0212
O  -0.0376  0.0462  0.0267
O  -0.004  -0.0036  -0.0023
O  -0.0011  0.0065  -0.0024
O  0.0145  -0.0057  0.0014
O  -0.0065  0.0004  0.0048
O  -0.0095  0.0051  0.0875
O  -0.0015  0.0022  0.0047
O  -0.0396  0.0373  0.0555
O  0.0056  -0.0138  -0.0059
O  0.0197  -0.0312  -0.0014
O  -0.0009  0.0035  -0.0004
O  0.0114  0.011  -0.0044
O  -0.0053  0.0017  0.01
O  0.0127  -0.0209  0.0725
O  -0.006  0.0022  0.009
O  0.0033  -0.0002  -0.0009
O  0.0164  0.002  0.0017
O  -0.0074  -0.0178  -0.0021
O  0.0155  0.0027  0.0078
O  -0.0005  -0.0002  0.0017
O  0.0005  -0.0127  0.0001
O  -0.0024  0.0054  0.017
O  0.0012  -0.0006  0.0072
O  -0.0282  -0.0337  0.0463
O  -0.0062  -0.0048  -0.0216
O  0.0031  0.0006  0.0068
O  -0.0001  0.008  -0.0194
O  0.0019  0.0048  -0.004
O  0.016  -0.0135  0.0463
O  0.0237  -0.0048  -0.0018
O  -0.0009  -0.0023  -0.0007
O  0.0006  -0.0061  0.0086
O  -0.0007  -0.0243  0.0145
O  0.0084  -0.021  0.0025
O  -0.0095  -0.0211  0.0208
O  0.0028  -0.0007  0.0055
O  -0.0071  -0.0078  -0.0096
O  -0.0026  0.0022  0.0023
O  -0.0088  -0.0006  0.0051
O  0.0074  0.0037  -0.0093
O  -0.0022  0.0007  0.0095
O  -0.013  -0.0098  -0.0094
O  0.0052  0.0032  0.0087
O  -0.0158  0.0117  0.0354
O  -0.0161  0.0079  0.008
O  0.0128  -0.0013  0.0029
O  0.0102  0.0018  -0.0072
O  0.0109  0.003  0.0008
O  -0.0057  -0.0016  0.0014
O  0.0039  -0.0079  -0.0545
O  0.0113  0.0007  0.0055
O  0.0034  0.0032  0.0073
O  -0.0067  0.0125  0.0054
O  -0.0095  -0.0015  0.0012
O  -0.0136  0.0189  0.0153
O  0.0008  -0.0014  0.0068
O  0.0001  0.0036  0.0095

The program warned: the cutoff lies below the one the program advises for these potential files; the forces do not sum to zero within the program's tolerance; the exchange-correlation potential is rough where the density is thin.
